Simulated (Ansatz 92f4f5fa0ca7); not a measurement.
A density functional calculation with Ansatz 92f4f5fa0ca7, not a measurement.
Periodic cell of 153 atoms, Si99O54, from a study of silicon, its oxide and their interface. The atomic structure is a simulated model.

Settings: functional r2SCAN; potential files Ansatz norm-conserving; basis plane waves; wave-function cutoff 1300 eV; density cutoff ratio 4; exchange-correlation grid ratio 1; k mesh 2 x 2 x 1, shifted by 0.5 0.5 0.5 of a step; self-consistency stop 5e-08 eV per atom in the density residual; occupations Fermi-Dirac, 0.05 eV; spin none; net charge 0.

Cell vectors (angstrom)
a  11.54  0  0
b  0  11.54  0
c  0  0  19.8527

Atoms and the computed forces on them: element, x, y, z (angstrom), force x, y, z (eV/angstrom)
Si  -0.0694  -0.1215  -0.0142  0.8711  0.5213  0.4226
Si  0.784  2.112  -0.7383  -0.3781  0.0656  -0.8656
Si  0.1278  6.0975  -0.4893  1.5317  0.7748  -0.6322
Si  3.5294  -1.4591  -0.3685  1.1302  0.2435  0.0814
Si  4.4985  3.2273  -0.3443  0.7317  0.6171  0.3582
Si  3.8024  7.0009  -0.5503  -1.6847  -0.5099  -1.3363
Si  7.6912  -0.1453  -0.1061  -0.3817  -0.267  -0.4664
Si  8.5533  4.0559  -0.7621  1.914  -0.3713  -0.5289
Si  7.63  6.0781  -1.1818  1.4704  2.1745  1.2266
Si  1.9516  -0.7121  1.1949  -0.027  0.4092  -0.0436
Si  2.3828  3.4319  0.4038  -0.4781  -0.2204  1.1678
Si  2.1907  5.7854  0.609  -0.8487  -0.0014  0.4824
Si  5.8475  -1.5183  0.6252  -0.2877  0.1224  0.4419
Si  5.6774  3.6418  1.8836  0.8737  -0.7225  -1.79
Si  5.8891  6.8727  0.3923  1.2805  1.4436  -0.3875
Si  9.5471  0.0249  1.3504  -0.1897  0.7201  -0.4385
Si  8.9502  3.7889  1.4754  -0.877  -0.2556  0.3939
Si  9.9402  7.1718  0.6423  -0.7003  1.1786  0.9155
Si  2.0653  1.8026  2.9691  0.3523  0.6492  0.1665
Si  1.7181  6.8294  2.7752  1.5123  -1.0943  -0.0231
Si  1.8035  9.2821  2.9388  0.0853  -0.7396  0.2421
Si  5.7272  1.5205  3.1471  -0.5441  -0.0021  -0.3025
Si  5.6479  5.9068  2.5327  0.1356  -0.5398  1.3002
Si  5.5706  10.5256  2.9468  0.2306  0.623  -1.1244
Si  9.4446  1.8842  2.6802  0.3275  0.0442  0.0812
Si  9.6081  5.7235  2.5592  -0.2317  0.6364  -0.2214
Si  9.6027  9.7399  2.6748  0.5958  -1.0974  -0.4099
Si  -0.1848  1.9665  3.9687  1.7203  -0.2272  -0.0599
Si  -0.0727  5.9147  4.036  0.0568  -1.3512  -1.2574
Si  -0.0827  9.7363  4.2813  -0.3896  -0.2965  -0.6513
Si  3.8721  1.9702  4.4203  -0.5623  -0.3993  0.2059
Si  3.7825  6.0813  4.0909  -0.6508  0.7018  -1.022
Si  3.7777  9.7678  4.2085  -0.4206  0.0608  0.5893
Si  7.7245  1.8304  4.2614  -0.0406  -0.8834  0.0348
Si  7.6674  5.8375  3.8901  -0.2663  0.3563  -0.0423
Si  7.5481  9.6914  3.8498  0.5168  -0.954  1.3314
Si  0.0383  0.1988  5.5177  -0.6987  0.3438  -0.102
Si  -0.0155  3.8685  5.3535  -0.0311  0.408  0.2625
Si  -0.1755  7.6614  5.3828  0.6729  1.0515  1.4154
Si  3.6578  0.0886  5.7063  0.1866  -0.7798  0.9085
Si  3.7562  4.0653  5.2993  0.1101  0.276  0.6972
Si  3.9168  7.8543  5.6507  -0.7644  -0.0299  -0.7976
Si  7.7635  -0.2048  5.5302  -0.5378  0.2225  0.523
Si  7.6627  3.8881  5.2181  -0.6612  1.3384  1.0174
Si  7.6069  7.6506  5.4688  -0.1997  0.5558  -0.2259
Si  1.7385  0.1642  7.1184  0.8378  -0.1761  -0.4038
Si  1.932  4.0264  6.7641  -0.4373  -0.6768  0.0677
Si  1.8322  7.8128  6.8129  -0.4635  0.0442  0.1192
Si  5.6601  -0.1331  7.0208  0.4071  -1.0039  -0.7287
Si  5.6463  3.8628  6.666  1.2832  -0.496  -1.4648
Si  5.7037  7.4833  6.9841  1.6224  0.7632  0.4925
Si  9.6814  0.0915  6.8704  -0.2528  -0.3761  0.3801
Si  9.5142  3.9809  6.7074  0.5256  0.1346  -0.1255
Si  9.6351  7.7407  6.8781  -0.0074  0.3296  0.5146
Si  2.2338  2.1466  8.2714  0.1627  0.4219  0.111
Si  1.9991  5.8615  8.2059  -0.4038  -0.0982  0.2776
Si  1.3087  9.689  8.2987  1.2178  -0.5499  0.0013
Si  6.2095  1.9357  7.8516  0.2892  0.7834  0.5242
Si  5.7688  5.46  8.2516  -0.0054  1.049  -0.5214
Si  5.8354  9.3864  8.4346  -0.3358  -0.2198  -0.8033
Si  8.8482  2.1059  7.9729  -0.8903  -0.5505  -0.7403
Si  9.8862  5.7747  8.2622  -2.1736  -0.6763  -0.2272
Si  10.352  9.6907  8.1991  -1.7919  0.0049  -0.5516
Si  0.8374  1.9987  10.1769  0.0771  -1.6927  -0.5836
Si  0.1096  5.7408  9.6919  1.8983  0.1417  0.1427
Si  5.8716  10.5572  13.7438  -0.4649  -1.2718  0.9443
Si  4.4515  2.7887  9.3676  -0.157  -0.7352  0.1096
Si  3.8998  5.1709  9.4662  -0.5943  0.1568  0.2719
Si  4.031  9.3503  10.1573  0.4409  0.6217  -0.5819
Si  9.3479  1.6111  10.1351  -0.5654  -0.4776  -0.5204
Si  7.2163  5.3123  10.0484  0.4424  0.1403  0.9028
Si  8.0277  9.5332  9.2798  0.9621  -0.7336  1.0729
Si  3.3986  2.9942  12.69  -0.1791  1.4067  -0.4447
Si  0.7982  3.9907  11.2189  0.4261  0.7726  -0.0028
Si  -0.8342  7.8795  11.6412  -0.0116  -0.5183  -0.0033
Si  5.7326  -0.0835  11.6036  0.6722  1.3651  -0.4787
Si  5.3274  2.3104  11.5442  0.2152  -0.2858  0.0066
Si  3.6507  6.9042  12.1875  0.0615  1.115  0.8626
Si  8.0152  -0.1655  10.7443  -1.2147  -0.31  -0.132
Si  7.5443  3.6291  11.8107  -0.5647  -0.8716  -0.7899
Si  7.9552  7.8557  11.2678  -0.1027  0.4687  -1.8647
Si  1.0598  -8.1071  16.4938  -0.9437  -1.3889  3.2003
Si  -0.2251  2.8472  13.7827  -0.0653  -0.3889  -0.7225
Si  2.5244  -1.2877  17.3607  -0.4358  -0.0073  -1.3465
Si  3.7589  5.0444  16.9691  -0.2933  1.4374  0.8372
Si  7.5888  9.1473  14.6414  0.6044  -2.0508  1.9615
Si  8.835  -1.7096  12.1437  0.9483  -0.5395  0.9227
Si  13.468  1.2581  12.7163  -0.2781  0.319  0.4156
Si  12.6025  8.0027  16.9448  1.0656  -0.0436  -0.1339
Si  0.1515  -1.3585  17.8679  1.3532  -1.0715  -0.3231
Si  8.3454  3.6007  14.1144  -1.2036  -1.5211  0.0153
Si  8.9035  10.7495  16.9483  -2.2717  -2.6508  -0.8116
Si  7.4417  5.9552  15.4868  -0.8018  3.4903  -0.9857
Si  1.183  7.9028  13.8986  1.0665  0.1907  -0.9539
Si  2.9484  10.501  14.4242  -0.0426  -0.5855  0.5573
Si  7.0297  1.2673  15.6983  0.5214  -0.938  -1.8676
Si  -0.6731  3.9986  18.6616  -1.5597  -0.4511  -0.8989
Si  4.5645  5.2619  14.6886  0.1395  -0.6642  -1.2135
Si  6.6804  1.5797  18.5369  -0.9292  0.8501  0.4483
O  1.0079  -4.2208  -4.4366  -0.4098  0.6524  -0.5486
O  8.3243  -0.9584  -1.3839  1.1894  0.0681  -1.0643
O  2.6249  0.5759  2.0301  -1.0373  -0.9469  -0.5441
O  -1.5697  8.7015  1.3696  -0.0158  -0.8386  0.1237
O  3.6573  6.5742  -2.1869  0.8248  -1.5579  0.7911
O  -1.0574  -1.0569  -3.024  -0.5648  0.9747  -0.3435
O  0.8106  3.0914  -4.8614  0.1049  0.1984  -1.0306
O  6.465  -3.0626  0.6155  -0.7221  -0.8174  -0.3396
O  16.1217  6.4931  -6.332  -1.0417  -0.6109  -0.161
O  5.2568  1.7748  -0.4955  0.0378  0.3198  -0.6393
O  6.1232  5.1809  -4.7578  -1.4336  -0.409  -0.7121
O  7.5032  2.9965  -1.4058  -0.3427  -1.0009  -0.332
O  8.4658  0.5579  -3.6851  -0.6113  0.7495  -0.0164
O  8.9008  7.2423  -0.6425  -1.8187  -1.5878  -0.5136
O  12.8913  2.0213  -2.3524  -0.5037  1.8835  -0.6886
O  11.1469  4.0036  -2.8441  1.0591  -0.0266  0.0253
O  2.8633  0.1552  13.388  -0.7032  0.1501  -0.3155
O  -1.8066  2.7556  14.1063  0.7055  0.1882  0.168
O  0.0738  7.1741  10.5188  0.5053  0.5966  0.0452
O  -0.0099  3.9415  12.6053  -1.4297  0.3845  1.3113
O  2.5486  9.5189  9.4624  -0.5289  -0.0948  0.1145
O  12.2001  -4.7654  17.9113  -0.2872  -0.0627  0.2856
O  4.4442  -1.5491  14.3278  1.4487  -0.7121  -0.5257
O  8.8994  -1.8817  13.8163  0.8229  0.5931  -1.5491
O  7.2531  2.706  14.9936  0.9344  -0.2847  -0.0864
O  -0.6205  1.1754  10.0526  0.8525  0.8125  0.5358
O  8.8139  14.2572  11.1734  0.0401  1.0386  0.8083
O  1.8687  9.4237  13.9438  -1.2199  -1.8276  0.0944
O  13.6659  -4.5559  12.8416  0.411  0.5115  0.3905
O  4.039  8.3795  11.4729  -0.3897  -0.3572  0.5474
O  3.9614  5.9655  10.9257  -0.219  -0.8991  -0.1195
O  8.5253  4.9463  14.9463  2.0226  0.4207  0.031
O  11.2896  7.8795  13.1307  1.0055  -0.3149  0.9472
O  4.5853  10.8251  10.6352  -0.7255  -0.4677  0.1363
O  7.2887  3.486  21.1725  -0.7873  0.3958  0.9777
O  -2.2121  -4.5476  11.5622  0.2916  0.3082  0.4909
O  2.6558  -2.8887  16.8213  -2.2082  0.5863  0.8374
O  8.6761  5.4717  9.4132  1.2408  0.1584  -1.1181
O  -4.2056  6.1809  17.0647  0.5493  0.4624  1.298
O  7.473  7.4362  14.6756  0.2036  0.0674  0.5577
O  6.1032  1.3269  17.0014  0.4217  -0.1035  0.7339
O  13.9811  14.6387  21.8927  -0.3971  0.3526  -0.3124
O  10.3671  9.4526  11.3843  -1.4432  -0.0057  0.9566
O  4.6518  4.1858  18.1201  -0.5474  -0.2164  -0.5793
O  13.3662  1.022  11.1151  -0.5519  -0.1245  -0.5293
O  14.3305  -0.5187  15.931  -0.2748  0.7627  0.8016
O  13.8823  15.5518  11.7976  1.045  0.2035  -0.1964
O  3.1016  -3.0643  19.5129  0.495  -0.4133  0.161
O  -4.6697  6.7101  10.8528  -0.4361  0.5484  0.7817
O  4.1015  3.8422  13.9037  -0.2412  1.5703  1.1106
O  2.2206  4.4896  16.7906  0.8946  -0.2031  0.192
O  0.3548  1.4321  13.232  0.5214  -0.6184  -0.315
O  6.2864  11.9057  14.5208  0.875  1.4373  1.5894
O  -3.477  -2.0809  16.2268  0.1344  1.3269  -0.7393

Results
free energy: -36709.406 eV
free energy less fixed offsets of O -463.61, Si -117.95 eV per atom: 2.584 eV
pressure: -1.44 GPa
stress xx, yy, zz, yz, xz, xy (GPa, positive in tension): 2.06, 0.74, 1.51, -1.32, 0.67, 0.25
